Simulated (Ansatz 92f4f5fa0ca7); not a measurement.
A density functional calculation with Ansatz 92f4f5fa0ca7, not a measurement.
Periodic cell of 256 atoms, Si144O112, from a study of silicon, its oxide and their interface. The atomic structure is a simulated model.
Doubt: the cutoff is far below the 930 eV that the study's wrapper takes by default for these files, so forces and energies are approximate.
This geometry differs little from another in the collection (a relaxation step or a small displacement).

Settings
functional: PBE
potential files: Ansatz PAW
basis: plane waves
wave-function cutoff: 580 eV
density cutoff ratio: 5
exchange-correlation grid ratio: 1
k mesh: 1 x 1 x 1, Gamma-centred
self-consistency stop: 5e-08 eV per atom in the density residual
occupations: fixed
spin: none
net charge: 0

Cell vectors (angstrom)
a, 10.938, 0, 0
b, 0, 10.938, 0
c, -1.9408, -5.264, 37.1009

Atoms: element, x, y, z (angstrom)
Si, -0.2978, -6.9044, 29.5467
Si, 2.3853, -4.2554, 29.7636
Si, -0.9023, -0.9008, 29.7651
Si, 1.9427, -9.1559, 29.4886
Si, -6.2995, -6.418, 29.5608
Si, -3.4869, -3.6605, 29.4946
Si, 5.1982, -1.4178, 29.5283
Si, -3.0432, -9.5991, 29.8291
Si, 0.8067, -5.3914, 31.0222
Si, 3.577, -2.5514, 30.8845
Si, 0.8156, -10.712, 30.9195
Si, 3.5163, -8.0282, 30.8845
Si, -4.6564, -5.2654, 30.8463
Si, -1.9974, -2.557, 30.9911
Si, 6.2644, 0.1326, 30.9794
Si, -1.8482, -7.9949, 31.004
Si, -0.565, -3.9248, 32.3006
Si, 2.1879, -1.1756, 32.2674
Si, -0.5224, -9.376, 32.3569
Si, 2.1947, -6.7033, 32.359
Si, 4.9278, -3.9104, 32.2953
Si, 7.6205, -1.1886, 32.3726
Si, 4.8906, 1.5559, 32.2811
Si, -3.2986, -6.6192, 32.2777
Si, -1.9408, -5.264, 33.6826
Si, 0.7937, -2.5295, 33.6826
Si, -1.9408, 0.205, 33.6826
Si, 0.7937, -7.9985, 33.6826
Si, 3.5282, -5.264, 33.6826
Si, 6.2627, -2.5295, 33.6826
Si, 3.5282, 0.205, 33.6826
Si, 6.2627, -7.9985, 33.6826
Si, 1.3673, -1.3673, 3.418
Si, 4.1018, 1.3673, 3.418
Si, 1.3673, 4.1018, 3.418
Si, 4.1018, -4.1018, 3.418
Si, 6.8362, -1.3673, 3.418
Si, -1.3673, 1.3673, 3.418
Si, 6.8362, 4.1018, 3.418
Si, -1.3673, 6.8362, 3.418
Si, 2.7286, -0.0496, 4.7767
Si, 5.4405, 2.793, 4.7698
Si, 2.6874, 5.4942, 4.8432
Si, 5.4627, -2.6965, 4.7918
Si, -2.7767, 0.0036, 4.8033
Si, 0.064, 2.7232, 4.7257
Si, 8.1462, 5.5199, 4.7027
Si, -0.0172, -2.6834, 4.8544
Si, 1.3582, 1.2984, 6.1272
Si, 4.0876, 4.1208, 6.2059
Si, 1.3602, -4.024, 6.2843
Si, 4.0919, -1.3623, 6.2096
Si, -4.1239, 1.455, 6.1225
Si, -1.304, 4.2188, 5.8894
Si, 6.8428, -4.0635, 6.137
Si, -1.4657, -1.3579, 6.2636
Si, -0.3306, 0.3091, 7.4914
Si, 2.9118, 2.462, 7.4276
Si, -0.378, -5.173, 7.4181
Si, 3.0577, -2.988, 7.6437
Si, 5.2221, 0.3158, 7.4268
Si, -2.426, 2.7043, 7.1971
Si, 5.342, 5.6959, 7.479
Si, -2.657, -2.9363, 7.6598
Si, -0.5735, -6.6312, 35.0499
Si, 2.161, -3.8967, 35.0499
Si, -0.5735, -1.1622, 35.0499
Si, 2.161, 1.5723, 35.0499
Si, 4.8955, -6.6312, 35.0499
Si, -3.308, -3.8967, 35.0499
Si, 4.8955, -1.1622, 35.0499
Si, 7.63, 1.5723, 35.0499
Si, 0.7937, -5.264, 36.4171
Si, 3.5282, -2.5295, 36.4171
Si, 0.7937, 0.205, 36.4171
Si, 3.5282, -7.9985, 36.4171
Si, -4.6753, -5.264, 36.4171
Si, -1.9408, -2.5295, 36.4171
Si, 6.2627, 0.205, 36.4171
Si, -1.9408, -7.9985, 36.4171
Si, 1.3673, 1.3673, 0.6835
Si, 4.1018, 4.1018, 0.6835
Si, 1.3673, 6.8362, 0.6835
Si, 4.1018, -1.3673, 0.6835
Si, 6.8362, 1.3673, 0.6835
Si, -1.3673, 4.1018, 0.6835
Si, 6.8362, -4.1018, 0.6835
Si, -1.3673, -1.3673, 0.6835
Si, 0, 0, 2.0507
Si, 2.7345, 2.7345, 2.0507
Si, 0, 5.469, 2.0507
Si, 2.7345, -2.7345, 2.0507
Si, 5.469, 0, 2.0507
Si, 8.2035, 2.7345, 2.0507
Si, 5.469, 5.469, 2.0507
Si, 8.2035, -2.7345, 2.0507
Si, 7.3994, -0.1251, 22.9757
Si, -2.2729, -5.9268, 12.1696
Si, 6.5501, -7.758, 27.5343
Si, 0.7072, -2.69, 24.8009
Si, -4.1035, -8.7183, 24.7339
Si, 3.7694, 4.8888, 20.8086
Si, -0.7175, -9.6681, 16.5435
Si, 0.7588, 0.8138, 13.9975
Si, -11.9393, -5.2181, 24.2873
Si, -6.1709, 1.9222, 17.2347
Si, -5.6886, -7.7115, 22.5268
Si, 6.9824, -0.9859, 9.7707
Si, -7.7927, -1.0304, 24.4228
Si, 0.1444, -1.3585, 17.8224
Si, 13.8806, -2.5733, 10.7696
Si, 2.7438, 2.219, 19.4907
Si, -3.1287, 2.2589, 21.1337
Si, -7.5939, -5.5385, 11.2251
Si, 1.6413, -5.3075, 15.9104
Si, 0.8914, -13.3724, 27.7883
Si, -3.3065, 2.2532, 18.0494
Si, -7.2047, 1.1841, 14.3611
Si, -5.2043, -3.867, 20.5204
Si, 0.3416, 9.1244, 12.3428
Si, 8.7957, -3.2691, 16.7197
Si, -0.1898, -12.9288, 20.9482
Si, -1.0597, 10.8238, 10.3259
Si, -7.7381, -0.2513, 27.4564
Si, 8.8012, -5.5243, 27.304
Si, 10.1869, -4.0967, 14.139
Si, -7.5416, 0.7192, 22.0317
Si, 2.8566, -2.9317, 17.4753
Si, -5.0319, -3.3401, 17.5368
Si, -4.6783, 4.3013, 13.8138
Si, 3.3424, 4.2649, 13.8245
Si, 7.2733, -6.5879, 9.5876
Si, -0.3527, -8.3247, 11.876
Si, -1.3032, 2.7699, 23.5628
Si, 0.4848, 3.6112, 17.87
Si, 12.6003, -4.0256, 20.1067
Si, 5.0813, -12.5908, 22.321
Si, -5.5134, 2.8736, 11.4005
Si, -6.1128, -11.0812, 11.7438
Si, -0.5902, -0.1905, 23.3596
Si, -12.0551, -16.155, 19.0486
Si, 8.6095, -4.2653, 21.6348
Si, 1.2563, -6.8311, 9.5565
Si, 6.1603, -6.4925, 16.8294
O, 6.3666, -7.9192, 21.333
O, 0.1176, -6.0994, 8.6782
O, 4.0755, 1.3993, 7.9669
O, 5.8795, -0.3332, 8.7766
O, -1.9739, -10.7056, 29.181
O, 0.81, -8.0317, 28.9971
O, -7.3741, -8.2832, 13.628
O, 2.3002, -2.4251, 24.5963
O, 3.7929, 6.9899, 11.1797
O, 8.2132, 3.7071, 8.453
O, 9.4412, -4.0856, 8.0447
O, 2.0694, 2.9509, 8.7538
O, 5.8363, 6.0179, 17.071
O, -6.2132, 7.9617, 21.4534
O, 3.5113, -5.287, 29.0835
O, 2.6281, -9.79, 28.103
O, 6.3172, -2.538, 28.9942
O, -4.7472, -3.1493, 19.1364
O, 5.1934, -7.0894, 28.1494
O, 11.0477, -1.2223, 24.3985
O, -2.4926, 2.5156, 24.6728
O, 1.21, -2.8437, 21.1576
O, -1.3423, 1.5933, 7.7624
O, 1.5361, -2.628, 11.5971
O, -0.1701, -0.6236, 21.8379
O, 4.6184, -0.6513, 28.1721
O, -9.6312, 2.7537, 18.972
O, -2.732, 2.1556, 19.568
O, -2.7258, -4.2282, 28.1281
O, 9.9748, -2.1484, 16.904
O, 2.6283, -2.4822, 9.1625
O, 2.2011, 11.7067, 14.7604
O, -6.1449, 3.562, 17.0536
O, 0.5434, 2.2162, 13.1815
O, 4.2204, -4.1252, 7.953
O, 0.8626, -0.4001, 12.9327
O, 2.556, 0.0151, 23.2708
O, 4.3465, 4.561, 22.2993
O, 4.4585, -2.5912, 17.213
O, 9.2968, -7.4286, 12.3297
O, -9.2344, -12.6869, 17.4393
O, 2.1488, -1.4269, 27.8058
O, 4.2087, 1.9828, 22.6372
O, 10.7399, -2.6627, 13.6138
O, -6.3785, 1.244, 15.7628
O, -8.588, 5.6823, 20.9229
O, -1.1942, -4.8629, 12.7624
O, -0.8569, 4.1848, 18.5848
O, -8.4433, 1.1954, 20.7508
O, -3.6065, 5.2523, 13.0709
O, -0.3874, -1.6815, 28.4232
O, -4.8205, -7.9998, 12.9008
O, 10.61, -9.5087, 23.5744
O, -2.736, -5.6995, 10.612
O, -6.1406, 5.0192, 13.9042
O, -0.5173, -6.7783, 23.9819
O, -3.9269, -4.1217, 21.4754
O, -6.3896, -1.6285, 23.8585
O, 4.4775, -6.7366, 11.1301
O, -2.6059, -0.0909, 9.8314
O, -0.0272, 0.2316, 17.5794
O, -3.269, 0.7144, 21.6168
O, 7.3251, -7.0855, 17.8106
O, 2.3211, 5.2613, 9.9756
O, 6.754, 4.0773, 15.3393
O, -0.2534, -1.5995, 19.3785
O, -1.4954, -13.8088, 21.4074
O, -4.3119, -7.8868, 10.3261
O, -4.8877, -7.5381, 23.9257
O, -6.1769, 1.3981, 11.1352
O, -6.476, -0.3911, 21.4854
O, 10.0773, 1.2526, 11.168
O, 8.9756, -7.9845, 22.0635
O, -4.7024, 2.2514, 26.2349
O, 6.2112, 1.4458, 17.8477
O, -24.1345, 1.5788, 16.984
O, -7.2484, -1.1813, 11.1978
O, -1.9319, -15.3436, 17.8871
O, 6.2485, -0.885, 11.2717
O, 3.3392, -11.1376, 25.8249
O, 1.3808, -3.7732, 28.551
O, -8.4624, -3.9681, 16.275
O, 0.3764, -2.9369, 26.3533
O, -3.3558, -6.5818, 27.1168
O, 6.6872, -1.4977, 22.5031
O, 8.7886, -11.4415, 23.687
O, 0.5796, 3.4583, 10.8658
O, 1.2677, -6.0196, 17.3172
O, -0.9385, -6.2114, 28.1861
O, -3.7391, -8.7787, 28.6004
O, -0.5089, 22.5445, 15.0321
O, -1.6112, -5.1221, 25.805
O, -1.9748, -3.876, 15.2035
O, 2.549, -5.9155, 12.6126
O, -10.7567, -15.0116, 24.0857
O, -0.0226, -0.2034, 9.0487
O, 6.1081, -5.6858, 8.8819
O, -3.6909, -13.643, 16.8149
O, -6.0044, 5.7363, 20.0548
O, -1.9012, -5.32, 20.4646
O, -2.1071, 6.0903, 23.1414
O, 7.4828, -2.4146, 9.0617
O, 6.5242, 0.7611, 24.047
O, -8.4059, -6.4385, 15.1833
O, 3.5675, -9.4303, 18.266
O, 3.6105, -18.3777, 19.9932
O, -8.1888, -3.5475, 18.9868
O, 11.2377, -4.4611, 19.3336
O, 0.1092, 2.6756, 16.5979
O, 11.3278, -4.9348, 14.9456
O, 4.5086, 0.1234, 13.3533
O, -0.8304, -1.4412, 11.2614

Results
free energy: -155245.606 eV
free energy less fixed offsets of O -568.88, Si -635.61 eV per atom: -3.206 eV

Forces (eV/angstrom), in the order of the atoms: element, x, y, z
Si, 0.0705, -0.0759, -0.1057
Si, 0.0698, -0.1104, -0.1867
Si, -0.0981, 0.1053, -0.0753
Si, -0.0699, 0.0647, -0.045
Si, -0.0746, 0.0615, -0.0615
Si, -0.0568, 0.0784, -0.0563
Si, 0.089, -0.0762, -0.0955
Si, 0.0703, -0.0295, -0.3182
Si, 0.0074, -0.0082, -0.001
Si, 0.0314, 0.0004, -0.0274
Si, -0.0294, 0.0229, -0.0659
Si, -0.0315, 0.0451, -0.0261
Si, -0.0285, 0.0339, -0.0652
Si, -0.0241, 0.0417, -0.0257
Si, 0.0225, -0.0275, 0.0082
Si, 0.0212, -0.0041, -0.0397
Si, 0.0092, -0.0102, 0.0154
Si, 0.0019, -0.0073, 0.0048
Si, 0.0071, -0.0327, -0.0175
Si, 0.0232, -0.0067, -0.0001
Si, -0.0028, -0.0076, -0.0183
Si, 0.0058, -0.003, 0.0093
Si, 0.0028, 0.0005, 0.0174
Si, 0.0058, -0.0154, 0.0065
Si, -0.086, 0.0273, -0.0733
Si, 0.0841, -0.0124, -0.3287
Si, 0.0976, -0.0303, 0.148
Si, 0.2143, -0.2001, 0.6136
Si, 0.1665, -0.0382, -0.063
Si, -0.1453, -0.2212, 0.3586
Si, -0.0407, -0.0241, -0.1931
Si, -0.0038, 0.0131, -0.3777
Si, -0.2472, -0.1397, -0.0591
Si, -0.0918, -0.0238, 0.1239
Si, 0.4359, 0.166, -0.2723
Si, -0.1369, 0.0054, 0.35
Si, -0.0749, 0.0924, -0.1268
Si, -0.0578, -0.1336, 0.0989
Si, -0.3035, 0.1033, -0.4693
Si, 0.1696, 0.4392, 0.0024
Si, 0.0171, 0.0034, 0.0203
Si, -0.0159, -0.0253, 0.0245
Si, 0.0106, 0.0278, 0.0069
Si, -0.0014, -0.0258, 0.022
Si, 0.0202, 0.0082, 0.0353
Si, -0.0359, -0.0252, 0.0201
Si, 0.0066, 0.0225, 0.0062
Si, -0.0178, -0.0158, 0.0134
Si, 0.0017, 0.0042, 0.0281
Si, -0.0091, -0.0199, 0.0247
Si, -0.0044, 0.0068, 0.0305
Si, -0.0078, 0.0067, -0.0099
Si, 0.0107, 0.0091, 0.0199
Si, 0.0159, -0.0059, -0.002
Si, 0.0021, 0.0143, 0.0213
Si, -0.0096, 0.0439, 0.0145
Si, -0.0637, 0.064, 0.1093
Si, 0.1135, -0.1162, 0.0719
Si, -0.0788, 0.0618, 0.1301
Si, 0.0408, -0.0311, 0.1374
Si, -0.1197, 0.0975, 0.1185
Si, 0.1309, -0.0612, 0.1383
Si, -0.0102, 0.0613, 0.1121
Si, 0.0278, -0.0819, 0.1196
Si, 0.0079, -0.0274, -0.0313
Si, 0.0225, 0.0077, -0.033
Si, -0.0362, 0.066, -0.0046
Si, -0.1096, 0.0187, 0.038
Si, -0.0227, 0.0763, 0.0004
Si, -0.0634, 0.0254, 0.0008
Si, -0.0186, -0.0841, -0.0319
Si, 0.0442, 0.0001, -0.0276
Si, -0.0274, -0.007, -0.0216
Si, 0.0115, 0.0771, -0.0092
Si, 0.0575, -0.056, -0.0078
Si, 0.0343, -0.0592, -0.0234
Si, 0.0767, -0.0228, -0.0158
Si, 0.02, -0.0435, -0.0292
Si, -0.0247, -0.0181, -0.0234
Si, -0.0079, 0.0199, -0.0053
Si, -0.017, 0.0506, 0.0415
Si, -0.0301, -0.0328, 0.0078
Si, 0.0176, -0.0274, 0.0017
Si, -0.0119, 0.0391, 0.0187
Si, -0.0278, -0.0081, -0.0003
Si, 0.0112, 0.0222, 0.0201
Si, -0.0182, 0.0442, 0.045
Si, -0.0553, 0.0244, 0.0128
Si, -0.0005, -0.0467, -0.0035
Si, 0.0734, 0.0904, -0.0155
Si, 0.0194, 0.009, 0.0492
Si, -0.0724, -0.0745, 0.0218
Si, 0.0481, 0.007, 0.0172
Si, -0.0118, -0.0127, 0.03
Si, 0.0063, -0.111, -0.0298
Si, 0.128, 0.0578, -0.0075
Si, 0.0065, 0.0262, 0.0561
Si, -0.0161, -0.0465, 0.0743
Si, 0.0017, -0.1303, 0.0902
Si, 0.043, 0.0011, -0.0465
Si, 0.0414, -0.0027, 0.024
Si, 0.0031, -0.0051, 0.0608
Si, 0.0334, -0.0011, -0.0969
Si, -0.0084, 0.024, -0.1282
Si, 0.0484, 0.0341, -0.0393
Si, 0.0045, 0.0441, -0.0732
Si, 0.0392, -0.0503, 0.0881
Si, 0.0001, 0.0355, 0.067
Si, -0.032, -0.0566, -0.022
Si, -0.0385, -0.0145, -0.0016
Si, 0.0318, 0.0182, 0.1741
Si, 0.0259, -0.0154, 0.0422
Si, 0.0061, -0.0194, 0.097
Si, -0.014, 0.0062, 0.1147
Si, -0.038, -0.01, -0.1328
Si, -0.0794, -0.0571, -0.0278
Si, -0.0092, 0.0098, -0.0058
Si, 0.0112, 0.0163, -0.1123
Si, 0.0056, 0.0477, 0.0476
Si, -0.0007, 0.0275, -0.0109
Si, 0.0289, -0.04, -0.0771
Si, -0.0334, 0.0048, 0.0737
Si, 0.0467, -0.0098, 0.1644
Si, -0.0108, 0.0025, -0.012
Si, -0.011, -0.01, -0.018
Si, 0.0234, 0.0041, -0.1115
Si, 0.0258, -0.0367, 0.0822
Si, -0.0493, -0.056, -0.0325
Si, 0.0199, -0.0354, -0.0092
Si, 0.0204, 0.0086, -0.1031
Si, 0.0026, 0.0188, -0.0842
Si, -0.0028, -0.0307, 0.0213
Si, -0.0445, -0.0469, 0.0725
Si, -0.0109, 0.0119, 0.0393
Si, -0.0102, -0.0014, -0.0637
Si, -0.0359, 0.0326, 0.0376
Si, -0.0063, 0.0215, 0.0805
Si, -0.0304, -0.0622, 0.0543
Si, -0.0566, 0.0541, 0.0122
Si, -0.0016, 0.014, 0.0571
Si, 0.0045, 0.0195, 0.0282
Si, 0.0467, 0.0087, 0.0983
Si, -0.0208, -0.0036, 0.0033
Si, 0.0166, -0.0423, -0.1194
O, 0.0079, 0.0006, -0.0413
O, 0.0061, 0.011, -0.0305
O, -0.0053, -0.005, -0.2275
O, 0.0253, -0.0379, -0.0368
O, -0.0486, 0.0522, 0.2817
O, 0.0002, 0.0171, 0.1655
O, 0.0056, 0.0036, 0.0177
O, -0.0184, 0.044, -0.0036
O, -0.0178, -0.0079, -0.0637
O, -0.0435, 0.0123, 0.0009
O, 0.0271, -0.0066, -0.187
O, -0.0127, 0.0292, -0.0282
O, -0.0101, 0.0226, 0.0234
O, 0.0105, -0.0322, -0.0461
O, -0.0487, 0.0389, 0.2367
O, 0.0051, -0.0069, 0.0746
O, -0.0121, 0.0122, 0.1623
O, -0.0098, 0.0128, -0.029
O, 0.0426, -0.0277, 0.0755
O, 0.0098, -0.0165, -0.0092
O, -0.0206, 0.0073, -0.0093
O, 0.0201, -0.0225, -0.0278
O, -0.0276, -0.0114, -0.1863
O, 0.0158, -0.0233, -0.043
O, 0.0067, -0.0167, -0.0672
O, -0.0108, -0.0024, 0.0677
O, -0.0175, 0.0013, 0.0083
O, 0.0061, -0.0036, -0.0451
O, -0.0067, 0.0131, 0.0871
O, 0.0023, 0.0205, 0.0201
O, -0.0142, -0.0183, -0.1865
O, -0.0018, -0.0029, 0.0473
O, -0.0055, -0.0041, 0.0539
O, 0.0071, -0.0067, 0.0179
O, -0.0306, 0.0077, -0.1422
O, 0.0142, 0.0018, 0.0268
O, 0.0338, 0.0183, -0.0271
O, -0.0335, 0.018, -0.058
O, 0.0079, 0.0103, 0.0084
O, 0.0206, -0.0009, -0.0176
O, 0.0261, 0.0199, 0.005
O, 0.0037, 0.0067, -0.0104
O, -0.0104, 0.0055, -0.0217
O, -0.0009, -0.0183, 0.0426
O, 0.0217, -0.0188, 0.081
O, 0.0004, 0.0126, -0.0155
O, -0.0009, 0.0064, 0.0042
O, -0.0067, -0.0087, 0.0081
O, -0.0168, 0.0184, -0.0539
O, -0.0036, 0.0043, 0.004
O, 0.0805, -0.06, 0.0193
O, -0.0095, 0.0114, 0.0277
O, 0.0054, -0.0213, -0.0261
O, -0.017, 0.0076, -0.0531
O, 0.0079, -0.0102, 0.0527
O, -0.0214, -0.0078, -0.0181
O, -0.0352, -0.0141, -0.033
O, -0.0186, 0.0142, -0.052
O, -0.0008, 0.0217, -0.0127
O, -0.0547, 0.026, -0.0324
O, 0.012, -0.0028, 0.0383
O, -0.016, 0.0086, -0.0607
O, 0.0088, -0.0079, 0.0232
O, -0.0092, 0.0151, -0.0527
O, -0.009, 0.0127, 0.0884
O, 0.007, 0.0185, -0.0366
O, 0.0048, 0.0053, -0.0378
O, 0.0422, -0.0005, -0.0514
O, -0.013, -0.0234, -0.0377
O, 0.0124, -0.0125, -0.006
O, -0.0021, 0.0075, -0.0279
O, -0.0095, -0.0223, -0.0627
O, -0.0085, -0.0041, -0.0539
O, 0.009, 0.0471, 0.0726
O, 0.0109, -0.006, 0.0259
O, -0.0169, 0.0013, 0.0098
O, -0.0015, -0.0158, -0.059
O, -0.0104, -0.0128, 0.0244
O, 0.0968, -0.0433, -0.1232
O, 0.0118, 0.017, 0.0651
O, 0.0364, 0.037, 0.0785
O, 0.0332, 0.0509, 0.0553
O, 0.0036, 0.0171, 0.1085
O, 0.0171, 0.0114, -0.0176
O, -0.0185, 0.0179, -0.0174
O, -0.0044, -0.0135, -0.0236
O, 0.0297, 0.0368, -0.08
O, 0.0058, -0.0133, 0.0681
O, 0.0053, -0.0016, 0.0732
O, 0.0053, -0.0202, 0.0613
O, -0.0415, 0.0038, 0.0907
O, -0.0213, -0.0149, 0.0896
O, -0.0448, 0.0103, 0.0905
O, 0.0176, 0.0119, -0.0128
O, -0.0135, 0.0138, 0.0093
O, 0.0263, 0.0229, -0.1335
O, -0.0121, -0.0068, -0.0856
O, -0.0292, 0.0108, 0.0312
O, -0.0079, -0.0133, -0.0156
O, 0.0106, -0.0162, -0.063
O, -0.0133, 0.0111, -0.0333
O, 0.0449, -0.046, -0.1278
O, -0.0218, 0.0122, -0.0031
O, 0.0024, 0.0087, 0.0658
O, -0.0126, -0.0174, 0.0217
O, -0.0037, 0.0091, -0.0248
O, 0.037, 0.0019, -0.0094
O, 0.0043, -0.0046, -0.0168
O, -0.0079, 0.0077, 0.0557
O, 0.0151, -0.0145, 0.054
O, 0.0016, -0.0015, 0.0384
O, -0.0182, 0.0128, -0.0518

The program warned: the cutoff lies below the one the program advises for these potential files; the forces do not sum to zero within the program's tolerance; the exchange-correlation potential is rough where the density is thin.
